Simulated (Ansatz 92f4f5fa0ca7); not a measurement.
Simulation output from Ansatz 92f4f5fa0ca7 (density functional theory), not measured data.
Periodic cell of 228 atoms, Si140O88, from a study of silicon, its oxide and their interface. The atomic structure is a simulated model.
This geometry differs little from another in the collection (a relaxation step or a small displacement).

Settings
functional: r2SCAN
potential files: Ansatz PAW
basis: plane waves
wave-function cutoff: 800 eV
density cutoff ratio: 5
exchange-correlation grid ratio: 1
k mesh: 1 x 1 x 1, shifted by 0.5 0.5 0 of a step
self-consistency stop: 1e-10 eV per atom in the density residual
occupations: fixed
spin: none
net charge: 0

Cell vectors (angstrom)
a	10.887	0	0
b	0	10.887	0
c	0	0	33.3214

Atoms: element, x, y, z (angstrom)
Si	0.5598	-0.5939	-0.0187
Si	2.2828	3.053	-0.201
Si	0.0566	5.2551	0.3518
Si	2.73	8.0978	0.4018
Si	5.3802	-0.1786	0.0009
Si	8.1242	2.7414	0.2221
Si	4.9029	5.8661	0.0177
Si	8.7527	7.4519	0.0041
Si	1.3889	1.2903	1.2095
Si	3.9176	4.1061	1.2556
Si	1.366	6.6907	1.6321
Si	4.0907	9.5481	1.5603
Si	6.7342	1.2484	1.3367
Si	9.4591	4.021	1.6214
Si	6.8164	6.7215	1.2445
Si	9.6842	9.2829	1.2584
Si	0.0096	2.5575	2.7335
Si	2.712	0.0779	2.7737
Si	0.0005	8.1046	2.8709
Si	2.7443	5.3308	2.8756
Si	5.3583	2.7055	2.6211
Si	8.2236	-0.1401	2.5944
Si	5.559	8.1332	2.726
Si	8.0609	5.4351	2.8127
Si	1.3269	3.9719	4.1345
Si	4.0729	1.4015	4.1097
Si	1.3728	9.5402	4.119
Si	4.1546	6.7678	4.0936
Si	6.7292	4.0166	4.0752
Si	9.5162	1.2327	4.0562
Si	6.8705	9.4978	4.0853
Si	9.4603	6.7809	4.1607
Si	-0.0079	-0.0356	5.4848
Si	2.7139	2.6965	5.5141
Si	-0.0314	5.3941	5.4506
Si	2.7631	8.1561	5.4245
Si	5.4647	0.0025	5.4084
Si	8.15	2.6637	5.3901
Si	5.4548	5.4081	5.4832
Si	8.1623	8.1627	5.5174
Si	1.3435	1.3377	6.8436
Si	4.0716	4.0837	6.8321
Si	1.358	6.7985	6.7675
Si	4.0976	9.532	6.7933
Si	6.7942	1.3613	6.7921
Si	9.4898	4.0478	6.7955
Si	6.7994	6.7889	6.8415
Si	9.5266	9.5219	6.8497
Si	-0.0163	2.7265	8.1698
Si	2.7243	-0.0098	8.1821
Si	0.0234	8.1705	8.1629
Si	2.7124	5.4569	8.1463
Si	5.4466	2.7328	8.1719
Si	8.1535	0.0233	8.1548
Si	5.441	8.1757	8.1714
Si	8.1724	5.4413	8.1849
Si	1.361	4.105	9.5033
Si	4.0757	1.3811	9.5253
Si	1.3507	9.5372	9.553
Si	4.0554	6.8199	9.5041
Si	6.7905	4.1073	9.5424
Si	9.4947	1.3842	9.5153
Si	6.7988	9.5656	9.5091
Si	9.5423	6.8382	9.5181
Si	-0.0452	0.0416	10.8832
Si	2.7088	2.7469	10.8828
Si	0.0466	5.5019	10.8521
Si	2.7234	8.1666	10.8864
Si	5.4417	0.0316	10.8792
Si	8.1657	2.7536	10.8863
Si	5.4153	5.4892	10.8804
Si	8.1819	8.2409	10.8605
Si	1.3061	1.408	12.2309
Si	4.0603	4.1207	12.2524
Si	1.376	6.8362	12.2822
Si	4.0811	9.5383	12.2109
Si	6.7927	1.4006	12.2463
Si	9.5647	4.1596	12.1582
Si	6.7801	6.9163	12.1745
Si	9.4932	9.6029	12.2934
Si	0.0078	2.8684	13.5848
Si	2.6456	-0.0404	13.5064
Si	0.0009	8.2281	13.6065
Si	2.7475	5.4834	13.6645
Si	5.4317	2.7583	13.5896
Si	8.1212	0.0999	13.6829
Si	5.475	8.2649	13.6184
Si	8.1935	5.5596	13.4139
Si	1.3655	4.1875	15.0689
Si	3.9779	1.3387	14.8003
Si	1.3515	9.5223	15.0224
Si	4.1574	6.8473	14.9708
Si	6.8744	4.2215	14.7574
Si	9.4857	1.5631	14.9349
Si	6.738	9.672	15.1045
Si	9.4614	6.8999	14.8711
Si	0.1763	0.3636	16.1256
Si	2.4842	2.4447	16.2078
Si	-0.2806	5.4199	16.2588
Si	2.9564	8.2972	16.3372
Si	4.957	-0.1571	16.3219
Si	8.3756	3.2299	16.2415
Si	5.8497	5.7499	16.1856
Si	7.9649	8.058	16.2854
Si	2.1554	-17.2172	26.2585
Si	-0.7314	0.0174	25.5529
Si	18.2701	-3.0529	22.5636
Si	4.2225	15.889	22.3846
Si	-3.5024	-1.5821	31.5601
Si	0.9204	-1.9347	20.326
Si	-4.4544	14.7842	18.4605
Si	15.0599	12.5901	30.9784
Si	-18.1646	-0.4842	28.6383
Si	-11.9266	-6.1488	22.4436
Si	10.7468	2.2579	21.4767
Si	17.1423	4.0613	31.2535
Si	9.2247	7.2036	27.3199
Si	-12.3106	22.573	31.7349
Si	26.7807	4.5915	26.6471
Si	3.4195	-12.5148	25.8369
Si	-12.4392	-9.6862	28.9352
Si	34.1174	-6.2727	20.7393
Si	5.0678	17.8105	24.5237
Si	9.3985	9.844	18.4277
Si	-9.4455	6.5648	18.5574
Si	-15.7946	19.5435	28.8594
Si	1.0056	-3.512	26.1129
Si	-1.2812	17.955	24.3891
Si	3.3507	10.8212	20.5862
Si	4.3462	1.8888	18.5025
Si	16.8737	43.1813	21.7771
Si	25.7568	3.0138	24.5784
Si	6.9555	5.6695	28.723
Si	10.615	-0.4792	22.4939
Si	-2.8682	-0.917	27.3937
Si	-24.1926	11.456	20.704
Si	-10.0351	21.7042	28.0217
Si	3.708	0.1983	23.5263
Si	21.9352	2.4017	26.981
Si	17.9963	5.352	21.0376
O	6.1707	9.4484	-0.7034
O	-13.1482	-0.4141	-7.3601
O	4.5084	3.6302	-10.1261
O	1.0816	4.1986	-0.4759
O	-7.9202	0.331	-11.2145
O	-25.3453	3.5285	-0.9647
O	2.0303	10.0678	-4.5251
O	2.8847	13.3724	-1.6582
O	3.0026	-0.9276	-8.8835
O	3.9156	0.8553	-3.7504
O	14.96	6.2867	-9.9294
O	23.5571	16.9081	-7.5405
O	5.3024	5.1971	-1.4181
O	42.4547	13.3381	-5.3031
O	9.8864	6.3098	-0.4086
O	7.4786	13.8758	-15.7237
O	4.8401	-0.7159	20.6776
O	9.1808	1.7215	30.4388
O	-1.7151	-0.4103	21.7867
O	-14.6876	4.8319	30.0976
O	-8.0618	4.8621	21.5803
O	-4.0002	17.7936	16.727
O	14.8598	-1.3881	16.819
O	7.3983	-3.9556	21.221
O	0.2612	10.1839	26.6365
O	16.4512	-5.7553	21.486
O	18.1158	4.8079	19.527
O	13.0579	8.4319	26.434
O	5.5215	4.8647	17.5205
O	13.3989	7.3896	17.6455
O	-2.2253	8.6316	17.6564
O	1.3298	1.3801	16.6937
O	-4.4542	7.2587	23.7351
O	8.0567	22.175	28.3553
O	-12.8794	19.5756	27.8834
O	-7.4175	-6.2362	27.2357
O	-0.0085	0.025	31.8773
O	19.2164	-0.1678	19.2668
O	-1.0381	-5.3164	23.8251
O	27.8532	28.8182	28.8207
O	14.4928	1.4868	24.4453
O	-12.4196	1.8214	32.9627
O	-17.9384	-0.5228	26.9904
O	0.1782	6.2836	17.579
O	-1.4641	1.8849	20.5792
O	-13.3354	6.0821	28.1928
O	13.4816	3.7518	24.9412
O	-11.6095	21.6611	17.3802
O	-3.9267	-10.0592	21.2513
O	11.9073	13.9284	20.6535
O	-5.8223	3.2246	25.771
O	-1.344	-6.6149	16.7409
O	-4.7432	4.6378	27.7703
O	3.8054	-3.8238	32.9622
O	33.4701	-7.0293	26.8298
O	22.3361	9.149	21.8985
O	37.2273	8.2157	25.3569
O	37.939	10.8629	23.1919
O	-7.4614	12.1172	19.6436
O	10.8514	-14.6837	27.3404
O	22.2393	0.8974	22.0667
O	-2.5648	4.6716	21.8792
O	19.7457	18.8092	23.2381
O	-22.1656	21.842	29.0272
O	-11.3083	-11.4014	24.0849
O	8.7409	7.0256	25.7695
O	-2.6133	-11.1583	31.7818
O	-9.6915	7.4341	19.8986
O	2.2428	-1.0671	19.9826
O	4.4674	20.022	29.1635
O	6.5014	-12.3888	27.4829
O	-5.5459	2.8169	30.7135
O	17.7674	31.0125	22.0402
O	-9.5657	1.4417	27.6157
O	-10.7513	7.7456	24.7922
O	21.4136	9.3639	19.4573
O	3.3785	2.7661	17.5373
O	10.2711	3.1988	22.7118
O	6.8889	9.2344	30.0501
O	-13.5469	-2.9189	31.8618
O	-5.56	-5.0793	25.6445
O	21.343	1.6244	25.6644
O	-16.5999	11.6378	17.6723
O	16.303	2.8805	19.1964
O	1.7025	9.1482	32.9047
O	4.6519	11.5297	32.1101
O	11.0116	5.3147	21.428
O	-9.0873	5.1283	19.228

Results
free energy: -139738.279 eV
free energy less fixed offsets of O -570.45, Si -639.56 eV per atom: -0.279 eV

Forces (eV/angstrom), in the order of the atoms: element, x, y, z
Si	-0.0003	0.0003	-0.003
Si	0.0003	0.0003	-0.0037
Si	-0.0005	-0.0006	-0.0033
Si	-0.0002	-0.0005	-0.001
Si	-0.0006	-0.0003	-0.0011
Si	-0.001	-0.0006	-0.0018
Si	-0.0003	0.0002	-0.0007
Si	0.0002	0.0001	-0.0005
Si	0	-0.001	0.0012
Si	-0.0001	0.0001	-0.0018
Si	-0.0001	-0.0001	-0.0022
Si	-0.001	0	0
Si	-0.0003	-0.0011	0
Si	-0.0004	0.0002	-0.0011
Si	0.0006	-0.0006	0.0002
Si	-0.0001	-0.0003	-0.0019
Si	-0.0002	-0.0011	-0.0009
Si	-0.0011	0	0.0004
Si	-0.0008	0.0003	0.002
Si	-0.0003	-0.0005	0.0017
Si	-0.0011	-0.0005	-0.0006
Si	-0.0001	-0.0003	0.0004
Si	0.001	-0.0002	-0.0006
Si	-0.0018	-0.0001	-0.0002
Si	0.0001	-0.0007	-0.0011
Si	-0.001	0.0009	-0.0004
Si	-0.0006	-0.0004	-0.0011
Si	-0.0006	0.0001	0.0011
Si	-0.0006	0.0003	0.001
Si	-0.0004	0.0001	-0.0003
Si	-0.0002	-0.0007	0.0016
Si	-0.0005	-0.0002	0.0008
Si	-0.0006	0.0005	0.0006
Si	-0.001	-0.0003	-0.0004
Si	-0.0002	-0.0001	0.0004
Si	0.0003	-0.0006	-0.001
Si	-0.0011	-0.0011	-0.0005
Si	-0.0002	0.0004	0.0007
Si	-0.0005	0.0006	0.0002
Si	-0.0014	-0.0004	-0.0007
Si	-0.0007	-0.0003	0.0001
Si	-0.0007	-0.0004	-0.0003
Si	-0.0011	-0.0004	0.001
Si	-0.0006	-0.0002	-0.0003
Si	-0.001	-0.0004	-0.0006
Si	-0.0003	0.0001	-0.0005
Si	-0.0008	-0.0003	0.0001
Si	-0.0009	-0.0004	0.0003
Si	-0.0007	-0.0002	-0.0002
Si	-0.0008	-0.0007	-0.0002
Si	0.0002	-0.0004	0.0005
Si	-0.0008	0.0001	0.0006
Si	-0.0005	-0.0004	-0.0002
Si	-0.001	0.0001	0.0005
Si	-0.001	-0.0003	0.0001
Si	-0.0005	-0.0004	-0.0005
Si	-0.001	-0.0001	0.0003
Si	-0.0014	-0.0001	0
Si	-0.001	-0.0001	0.0006
Si	-0.0005	0	0.0003
Si	-0.001	0.0002	0.0001
Si	0.0002	-0.0003	0.0001
Si	-0.0008	-0.0001	0.0002
Si	-0.001	0.0003	0.0005
Si	-0.0002	0	0.0003
Si	-0.0008	0.0003	0.0001
Si	0.0001	0.0001	0
Si	-0.0007	-0.0004	0.0004
Si	-0.001	0.0001	0.0005
Si	-0.0011	-0.0002	0.0002
Si	-0.0004	0.0001	0.0003
Si	-0.0007	-0.0001	0.0006
Si	0	0.0009	-0.0001
Si	-0.0008	0	0.0008
Si	-0.0008	0.0002	0
Si	-0.0008	-0.0003	-0.0014
Si	-0.0007	-0.0002	0.0002
Si	0.0006	-0.0003	0.0004
Si	-0.0008	0.0003	0.0005
Si	0	-0.0001	-0.0004
Si	-0.0008	0.0007	-0.0011
Si	-0.0005	-0.0002	-0.0015
Si	-0.0008	0.0002	-0.0013
Si	-0.0002	-0.0003	0.0002
Si	-0.001	0.0001	-0.0014
Si	-0.0006	0.0001	-0.0011
Si	0.0002	0.0001	0.0007
Si	-0.0002	0.0003	-0.0012
Si	-0.0006	0	-0.001
Si	-0.0007	0.0001	-0.0014
Si	-0.0007	0.0004	0.0015
Si	-0.001	-0.0006	-0.0006
Si	-0.0004	0.0003	0.0013
Si	-0.0004	0.0005	0.0016
Si	-0.0006	0.0005	0.0013
Si	0.0001	0.0003	-0.0002
Si	-0.0011	0.0002	0.0021
Si	0.0009	-0.0004	0.0023
Si	-0.0013	0.0005	0.0016
Si	0.0001	-0.0005	0.0029
Si	-0.0009	0.0011	0.0045
Si	-0.001	0.0005	0.0025
Si	0.0003	-0.0003	0.0009
Si	0.0001	-0.0001	0.0007
Si	0.0006	0.0002	-0.0003
Si	0.0013	0.0004	0
Si	-0.0001	0.0008	-0.0006
Si	0	0.0022	0.0001
Si	-0.0028	0.0004	-0.0032
Si	0.0006	0.0009	0.002
Si	-0.0007	0.0008	0.0029
Si	-0.0002	-0.0007	-0.0038
Si	-0.0005	-0.0001	0.0005
Si	0	0.0009	0.002
Si	-0.0005	0.0017	0.0001
Si	0.0007	0.0003	-0.0032
Si	0.0032	0.0002	-0.0006
Si	-0.0002	0.0014	-0.0022
Si	0	-0.0002	-0.002
Si	-0.0004	0.0008	-0.0001
Si	0.0001	0.0011	-0.0027
Si	0.0004	0.0007	0.0012
Si	0.0008	0.0013	-0.0007
Si	-0.001	0.0007	0.0031
Si	-0.001	-0.0004	0.0037
Si	0.0013	0.0026	-0.0023
Si	0.001	0	-0.0006
Si	0.0004	-0.0001	0.0008
Si	0.0011	0.0005	0.0014
Si	0.0001	0.0001	0.0024
Si	0.0019	0.0008	0.0011
Si	-0.0004	0.0012	0.0003
Si	0.0003	-0.0001	-0.0011
Si	0.0012	0.0005	-0.0014
Si	0	0.0006	-0.0011
Si	0.0007	0.0006	0.001
Si	0	0.0005	-0.001
Si	0.0005	0.0006	0.0008
Si	0.001	0	-0.0009
Si	-0.0002	0.0023	0.0022
O	0.0002	-0.0003	0
O	0.0008	0.0004	-0.0006
O	-0.0008	0	-0.0005
O	-0.001	0.0002	-0.0005
O	-0.0003	0.0001	-0.0013
O	0.0008	-0.0006	0.0011
O	0.0014	-0.0003	0.0004
O	-0.0009	0.001	0.0013
O	0.0001	0.0003	0.0004
O	0.0004	0.0003	0.0016
O	0	-0.0002	-0.0008
O	0.0004	0.0006	0.0001
O	-0.0001	0.0002	0.0025
O	-0.0003	-0.0001	0.0017
O	-0.0004	-0.0007	0.0005
O	-0.0001	-0.0001	-0.0012
O	0.0009	0.0013	-0.0013
O	-0.0008	-0.0016	0.0027
O	-0.0007	0.0022	-0.0011
O	-0.0011	-0.0003	0.0001
O	-0.0008	0.0031	-0.0012
O	-0.0002	0.0001	-0.0013
O	-0.001	-0.0004	-0.0017
O	0.0001	0.002	-0.0003
O	0.0007	0.0006	0.0007
O	0.0006	0.0019	-0.0012
O	-0.0015	-0.0012	-0.0008
O	0.0007	0.0001	-0.0016
O	-0.0009	0.0018	-0.0034
O	-0.001	0.0018	-0.0024
O	-0.0012	-0.0001	-0.0016
O	-0.0006	0	-0.0008
O	0.0004	0.0001	-0.0008
O	0	0.0007	-0.0001
O	-0.0002	0.0002	0.0006
O	0.0006	0.0002	0
O	0.0009	-0.0019	0.0035
O	0.0006	0.0002	-0.0008
O	0.0002	0.0003	-0.0006
O	0.0003	0.0013	-0.0001
O	0.0005	0.0009	-0.0008
O	-0.0009	0.0005	0.0001
O	-0.0004	0.0002	0.001
O	-0.0003	-0.0006	-0.0016
O	0.0005	0.0004	-0.0016
O	0	-0.0001	0.0009
O	0.0012	0.0003	0.0001
O	0.0004	0.0011	-0.0027
O	0.0007	0.0002	-0.0003
O	-0.0001	0.0018	-0.0006
O	0.0001	0.0009	-0.0012
O	0	0.0003	-0.0012
O	0.0016	0.0014	0.0002
O	-0.0003	0.001	0.0044
O	0.0006	0.0004	-0.0001
O	0.0003	0.0005	-0.002
O	0.0002	0.0007	-0.0002
O	-0.0001	0.0015	-0.0011
O	0.0007	-0.0007	-0.0013
O	0.0012	0	0.0003
O	-0.0005	0.0005	-0.0016
O	0.0001	0.0022	-0.0004
O	-0.0004	0.0002	-0.0007
O	0.0007	0.001	0.0011
O	0.001	0.0018	-0.0009
O	0.0004	0.0006	0.0004
O	0	0	0.0016
O	-0.0003	-0.0004	-0.0018
O	0.0005	-0.0005	-0.0008
O	0.0007	0.0003	0.0001
O	0.0005	0	0.0005
O	0	0.0008	0.0006
O	0.0014	-0.0003	-0.0007
O	0.0005	-0.0003	0.0007
O	0.0007	-0.0001	0.0008
O	-0.0003	0.0011	-0.001
O	-0.0012	-0.0005	-0.0023
O	0.0001	-0.0006	-0.001
O	0.0013	0.0006	0.004
O	0.0008	-0.0008	0.002
O	0.0018	0.0001	-0.0004
O	0.0004	-0.0003	0.0014
O	-0.0005	-0.0008	-0.0008
O	-0.0007	0.0004	-0.0016
O	-0.0004	0.0005	0.0021
O	-0.0001	-0.001	0.0016
O	0.0007	0.0009	-0.0013
O	-0.0004	0.0015	-0.0008

The program warned: the cutoff lies below the one the program advises for these potential files; the forces do not sum to zero within the program's tolerance; empty levels may hold ghost states of the PAW files; the exchange-correlation potential is rough where the density is thin.
